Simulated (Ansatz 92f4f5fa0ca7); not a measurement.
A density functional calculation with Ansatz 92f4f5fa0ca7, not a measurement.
Periodic cell of 223 atoms, Si133O90, from a study of silicon, its oxide and their interface. The atomic structure is a simulated model.
Doubt: the cutoff is far below the 930 eV that the study's wrapper takes by default for these files, so forces and energies are approximate.
This geometry differs little from another in the collection (a relaxation step or a small displacement).

Settings
functional: PBE
potential files: Ansatz PAW
basis: plane waves
wave-function cutoff: 580 eV
density cutoff ratio: 5
exchange-correlation grid ratio: 1
k mesh: 1 x 1 x 1, Gamma-centred
self-consistency stop: 5e-08 eV per atom in the density residual
occupations: fixed
spin: none
net charge: 0

Cell vectors (angstrom)
a  10.938  0  0
b  0  10.938  0
c  0  0  32.4088

Atoms: element, x, y, z (angstrom)
Si  0.2787  -0.1791  24.9602
Si  5.1929  0.4759  24.9566
Si  2.8784  2.6506  25.0336
Si  7.925  2.9907  24.9439
Si  -0.2202  5.7632  24.931
Si  5.717  5.2527  24.9545
Si  2.5028  8.5108  24.9077
Si  8.4665  8.0021  24.8523
Si  1.3691  1.3955  26.3179
Si  6.8101  1.4584  26.3319
Si  4.1117  4.173  26.312
Si  9.5615  4.144  26.2139
Si  1.3603  6.9169  26.2519
Si  6.8745  6.8716  26.2124
Si  4.1256  9.6519  26.1799
Si  9.5763  9.5984  26.212
Si  2.7509  0.0064  27.6405
Si  8.1932  0.0113  27.6015
Si  -0.0363  2.7605  27.6139
Si  5.4318  2.7786  27.688
Si  2.7056  5.521  27.6228
Si  8.1996  5.4862  27.6244
Si  -0.0283  8.2348  27.6374
Si  5.4629  8.2278  27.5672
Si  4.1018  1.3673  28.9906
Si  9.5708  1.3673  28.9906
Si  1.3673  4.1018  28.9906
Si  6.8362  4.1018  28.9906
Si  4.1018  6.8362  28.9906
Si  9.5708  6.8362  28.9906
Si  1.3673  9.5708  28.9906
Si  6.8362  9.5708  28.9906
Si  0  0  30.3578
Si  5.469  0  30.3578
Si  2.7345  2.7345  30.3578
Si  8.2035  2.7345  30.3578
Si  0  5.469  30.3578
Si  5.469  5.469  30.3578
Si  2.7345  8.2035  30.3578
Si  8.2035  8.2035  30.3578
Si  1.3673  1.3673  31.7251
Si  6.8362  1.3673  31.7251
Si  4.1018  4.1018  31.7251
Si  9.5708  4.1018  31.7251
Si  1.3673  6.8362  31.7251
Si  6.8362  6.8362  31.7251
Si  4.1018  9.5708  31.7251
Si  9.5708  9.5708  31.7251
Si  2.7345  0  0.6835
Si  8.2035  0  0.6835
Si  0  2.7345  0.6835
Si  5.469  2.7345  0.6835
Si  2.7345  5.469  0.6835
Si  8.2035  5.469  0.6835
Si  0  8.2035  0.6835
Si  5.469  8.2035  0.6835
Si  4.1018  1.3673  2.0507
Si  9.5708  1.3673  2.0507
Si  1.3673  4.1018  2.0507
Si  6.8362  4.1018  2.0507
Si  4.1018  6.8362  2.0507
Si  9.5708  6.8362  2.0507
Si  1.3673  9.5708  2.0507
Si  6.8362  9.5708  2.0507
Si  0  0  3.418
Si  5.469  0  3.418
Si  2.7345  2.7345  3.418
Si  8.2035  2.7345  3.418
Si  0  5.469  3.418
Si  5.469  5.469  3.418
Si  2.7345  8.2035  3.418
Si  8.2035  8.2035  3.418
Si  1.4643  1.3501  4.873
Si  6.8356  1.3746  4.7939
Si  3.9751  4.1073  4.796
Si  9.6146  4.0502  4.8558
Si  1.3645  6.8131  4.7777
Si  6.9592  6.7299  4.7417
Si  4.1631  9.493  4.6742
Si  9.5515  9.5965  4.7806
Si  2.9322  -0.1762  6.1442
Si  8.1643  0.014  6.2088
Si  0.0067  2.6638  6.3034
Si  5.4092  2.7419  6.0938
Si  2.5301  5.3738  6.2467
Si  8.2922  5.4301  6.2753
Si  0.0097  8.1892  6.0931
Si  5.4772  8.0721  5.92
Si  4.2998  1.1867  7.5595
Si  9.9048  0.945  7.5694
Si  0.9686  4.2359  7.8155
Si  6.5327  4.3211  7.3803
Si  4.3115  6.5336  7.2091
Si  9.3064  7.2212  7.4885
Si  1.3069  9.6463  7.4198
Si  6.8738  9.3106  7.3109
O  9.5937  6.8677  24.4373
O  3.982  1.5239  24.5798
O  8.0462  8.24  7.6293
O  2.9839  1.5333  8.4759
O  6.8068  4.111  24.436
O  1.3662  9.6223  24.417
O  5.4417  5.4858  7.7964
O  0.1831  -0.1436  7.6613
O  6.8182  3.3808  8.7084
O  6.187  9.692  8.7682
O  9.8239  7.3277  9.0521
O  1.8569  9.164  8.9033
O  5.4772  1.1328  9.2669
O  1.7912  3.7126  9.1328
O  9.6491  1.2046  9.1494
O  3.7578  7.441  8.4298
O  7.8748  8.5863  23.4327
O  8.48  2.2142  23.6105
O  5.0285  5.9075  23.619
O  2.2655  3.2918  23.6501
O  10.6119  0.6148  23.6583
O  0.4065  5.1662  23.5368
O  3.1756  7.8447  23.563
O  5.5343  14.1278  19.1832
Si  11.3879  2.3945  20.7866
Si  7.8361  9.4043  22.0184
Si  2.2758  5.1938  13.5708
Si  12.2654  7.4005  16.8251
Si  -0.1269  -4.6814  9.7598
Si  10.92  8.928  14.7652
Si  -1.4004  -4.9612  17.6923
Si  1.6191  4.4613  22.7109
Si  4.6234  10.9624  16.9583
Si  6.8731  5.89  16.2635
Si  5.7997  2.7861  9.8252
Si  2.794  9.2541  18.6601
Si  7.8201  3.7186  11.5946
Si  9.0772  1.1122  10.6732
Si  9.0539  1.6406  15.8612
Si  2.6207  4.7046  16.5816
Si  -3.9132  3.4839  14.5169
Si  6.2371  10.6993  10.0351
Si  16.0435  4.5295  18.3653
Si  4.964  7.2142  19.8327
Si  -1.5472  1.1846  22.7375
Si  2.1355  2.3825  12.5514
Si  5.4532  10.9806  21.9281
Si  0.0912  6.9417  12.755
Si  13.7981  2.6517  9.6728
Si  10.9269  3.2624  17.775
Si  8.0833  8.0028  19.3675
Si  -6.332  1.5199  14.3344
Si  -2.2412  -1.2074  16.7143
Si  2.8844  7.8842  12.3946
Si  -5.7815  1.6398  19.4543
Si  -0.3648  0.6549  13.273
Si  3.8837  6.6387  22.7188
Si  2.7619  0.4354  20.7116
Si  13.5198  7.804  9.4653
Si  6.256  8.7032  15.3265
Si  5.0955  -1.1522  12.8734
O  6.4116  5.1025  17.6066
O  -0.4622  -4.6721  11.364
O  6.6379  4.9918  14.9592
O  2.2233  10.0378  19.9629
O  -0.2576  5.0008  8.6539
O  1.0147  3.8253  21.3428
O  1.461  6.6365  9.5818
O  -5.6044  0.2659  13.6052
O  14.1809  6.4511  13.1235
O  8.5272  11.3456  16.8007
O  5.3605  9.7537  16.1785
O  -1.4888  1.1192  14.3626
O  2.2975  4.0039  12.4525
O  6.0017  8.7048  13.7047
O  2.7251  4.4968  14.9676
O  6.414  2.7358  11.2862
O  3.2197  1.7645  13.558
O  14.8966  4.1263  17.2872
O  -3.1019  13.6516  15.7225
O  0.7334  5.7346  13.6602
O  7.7949  9.1398  15.5075
O  0.2919  2.4587  19.1686
O  4.582  5.6915  19.378
O  7.7712  5.0969  10.8891
O  10.8827  6.6229  17.0866
O  2.7476  5.5522  22.2904
O  9.0254  6.7113  19.0552
O  1.2664  8.0154  12.3334
O  -5.4134  0.6625  18.1838
O  7.6859  0.2448  10.5136
O  11.2944  -0.6743  13.9012
O  4.3012  3.4178  9.7815
O  4.062  8.313  19.0469
O  8.4544  6.1892  16.4952
O  1.3635  3.9002  17.2019
O  -0.8302  7.8565  13.7722
O  5.5867  2.7838  14.2429
O  2.5369  6.3114  16.8386
O  9.8232  4.4241  18.0801
O  4.2649  1.194  15.8925
O  3.3922  7.9405  10.852
O  3.5702  -1.7285  13.0511
O  8.5368  10.8589  22.1967
O  -2.9754  3.5684  13.2295
O  9.9555  2.0321  21.4714
O  8.5682  8.5916  20.8136
O  -5.0214  1.1877  20.8418
O  5.4396  -0.9038  11.2789
O  1.3236  8.1749  15.3717
O  2.4072  1.8698  11.0134
O  6.5217  7.543  19.4854
O  1.5548  -2.5341  18.0756
O  1.4738  12.1582  21.2839
O  8.9983  2.6402  11.1258
O  3.2389  -0.5808  17.5517
O  8.313  -1.8329  18.1728
O  10.1862  -1.5812  16.1681
O  -0.5885  2.2709  16.6243
O  0.6872  1.8837  13.0678
O  6.2762  -1.3181  21.5511
O  15.5488  7.2745  21.4229
O  5.8978  0.276  23.4822
O  -4.9259  7.2495  16.0145
O  3.5446  1.4821  19.7223
O  3.8225  -0.0793  21.8592
O  9.9517  0.2875  11.7944

Results
free energy: -135733.970 eV
free energy less fixed offsets of O -568.88, Si -635.61 eV per atom: 1.360 eV

Forces (eV/angstrom), in the order of the atoms: element, x, y, z
Si  -0.002  0.0023  -0.0017
Si  0.0024  -0.0002  -0.0061
Si  -0.0022  0.0009  0
Si  0.0004  -0.0021  -0.005
Si  0.0012  -0.0001  -0.0034
Si  -0.0037  0.0046  0.0006
Si  -0.0008  0.0001  -0.0042
Si  -0.0034  0.0029  -0.0031
Si  0.0031  -0.0008  0.0018
Si  -0.0007  -0.0005  0.0016
Si  0.0007  -0.0012  0.0016
Si  -0.0002  0.0007  0.0018
Si  -0.0013  0.0011  0.0024
Si  0.0016  -0.0014  0.0011
Si  -0.0005  0.0012  0.0034
Si  0.0014  -0.0011  0.002
Si  -0.0005  0.0008  -0.0022
Si  -0.0006  0.0015  0.0001
Si  -0.0008  0.0007  0.0001
Si  0.0012  0.0003  0.0001
Si  -0.0014  0.0022  0.0002
Si  -0.0013  0.0009  -0.0008
Si  0.001  0.0007  -0.0015
Si  -0.0013  0.0016  -0.0001
Si  -0.0682  -0.0151  0.3786
Si  -0.1128  0.0281  -0.0816
Si  -0.1023  0.0871  -0.1375
Si  0.0666  0.242  0.2619
Si  0.0533  0.2719  -0.173
Si  -0.0215  0.0282  0.1141
Si  0.0225  0.0525  0.0884
Si  -0.0566  -0.0242  -0.2435
Si  0.0852  0  -0.0245
Si  0.018  0.0206  0.0003
Si  0.0302  -0.0697  -0.0054
Si  -0.0131  -0.0057  -0.0065
Si  0.0007  0.0277  0.0076
Si  0.1057  0.0092  -0.0127
Si  0.0294  0.016  -0.0115
Si  0.0137  -0.0458  -0.0223
Si  -0.0571  0.0368  -0.0051
Si  -0.0036  0.0267  -0.0093
Si  -0.037  0.0356  -0.0248
Si  -0.006  -0.0379  -0.0171
Si  0.0338  0.0332  -0.0104
Si  -0.0467  0.0345  -0.0129
Si  -0.0313  -0.0143  -0.0207
Si  -0.0202  0.0194  -0.0294
Si  0.037  -0.008  0.0276
Si  0.0393  -0.0885  0.0359
Si  -0.0094  0.0352  0.0049
Si  0.0427  -0.0526  0.0007
Si  0.0444  -0.053  0.0402
Si  -0.0104  0.0546  0.0246
Si  0.0103  -0.0445  0
Si  0.0279  0.0003  0.0157
Si  -0.0107  0.0399  0.0236
Si  0.0879  0.1125  0.0352
Si  -0.1174  -0.0736  -0.0051
Si  -0.1277  -0.0869  0.0103
Si  -0.056  0.0416  -0.0225
Si  -0.0184  0.0898  0.0012
Si  -0.0295  -0.0408  0.0167
Si  -0.0226  0.0093  -0.0037
Si  0.2584  0.1843  0.3928
Si  0.3339  0.1405  -0.306
Si  -0.2398  -0.2509  -0.207
Si  0.095  0.1366  0.2336
Si  -0.0845  -0.2706  0.1276
Si  -0.1073  -0.2784  0.2062
Si  -0.3078  -0.3725  -0.4349
Si  0.2775  -0.0296  -0.234
Si  -0.0039  0.0047  -0.0027
Si  -0.01  -0.001  0.0022
Si  -0.0023  -0.0013  0.004
Si  0.0011  -0.0076  -0.0031
Si  0.0012  -0.002  -0.002
Si  -0.0124  0  -0.0011
Si  0.0004  0.0001  0.0011
Si  -0.0002  -0.0034  0.0053
Si  -0.0005  0.0006  -0.0118
Si  0.0102  -0.0025  0.0016
Si  -0.0014  -0.0017  0.0004
Si  0.0069  -0.0061  -0.0183
Si  -0.0015  0.0062  0.0037
Si  0.0002  0.0012  -0.0084
Si  -0.006  -0.0023  0.004
Si  0.0096  0.0018  -0.0003
Si  -0.1661  0.0182  -0.081
Si  0.0005  -0.0099  -0.0255
Si  0.0081  -0.0029  -0.0046
Si  -0.0258  0.0197  -0.0124
Si  -0.0149  0.0137  0.0085
Si  0.0032  0.0436  0.0236
Si  0.0002  -0.0106  0.0141
Si  0.0054  -0.0226  0.0438
O  0.0037  -0.0036  -0.0034
O  0.0015  -0.0014  -0.0032
O  -0.0121  0.0125  0.0074
O  0.0818  -0.0214  -0.0411
O  0.005  -0.0044  -0.003
O  0.0034  -0.0041  -0.0031
O  0.018  -0.0191  0.0043
O  -0.0054  0.0084  0.0045
O  0.0258  0.0029  -0.0004
O  0.0011  -0.0266  -0.0757
O  -0.0017  -0.0057  -0.0289
O  -0.0037  0.0063  -0.014
O  0.0966  0.0089  0.1695
O  0.0154  -0.0109  0.016
O  0.0115  0.0102  -0.001
O  0.0125  0.0052  -0.0075
O  0.0026  -0.0043  0.0077
O  -0.0048  0.0065  0.0051
O  0.008  -0.0048  0.0028
O  0.0023  -0.0036  0.0019
O  0.0056  -0.0034  0.0037
O  -0.0042  0.0039  0.0031
O  -0.0063  0.0057  0.006
O  -0.0008  -0.0032  -0.0007
Si  0.0019  -0.002  -0.0026
Si  0.0005  -0.0005  -0.0035
Si  -0.0036  0.0034  0.0018
Si  -0.0001  -0.0014  0.0016
Si  -0.0187  0.0122  0.027
Si  -0.0031  -0.003  0.0013
Si  0.0013  0.0007  0.0004
Si  0  -0.0012  -0.0018
Si  -0.0002  -0.0014  0.0018
Si  0.0024  0.0029  0.0034
Si  -0.0632  -0.0526  -0.0062
Si  0.0015  0.0003  -0.0027
Si  -0.0412  0.0901  -0.1539
Si  0.0237  -0.0144  0.0084
Si  -0.0052  0.0055  0.0072
Si  -0.0003  -0.0013  0.0022
Si  0.0033  -0.0149  0.0126
Si  -0.0404  0.0123  0.0037
Si  0.0031  0.0011  -0.0053
Si  0.0014  0.0011  -0.002
Si  0.0006  -0.0005  -0.0036
Si  0.0041  -0.0027  0.0054
Si  -0.0041  0.0043  -0.003
Si  -0.0079  -0.0008  0.0014
Si  0.0053  0.008  0.0118
Si  -0.0015  0.0035  -0.0013
Si  0.0033  -0.002  -0.004
Si  -0.0007  0.0005  0.0064
Si  -0.0027  0.0017  0.0002
Si  -0.0061  -0.0002  -0.0019
Si  0.0021  0.0015  -0.0023
Si  0.001  -0.0035  0.0066
Si  0.0012  0.0018  -0.0044
Si  -0.0003  -0.0005  0.0012
Si  0.0055  0.001  0.0187
Si  0.0004  0.0002  0.0045
Si  0.0045  -0.0031  0.0006
O  -0.0083  -0.0025  0.0018
O  0  -0.0027  -0.0084
O  -0.0058  0.0192  0.0074
O  0.0001  0.0043  0.0006
O  -0.0004  -0.0078  -0.0155
O  0.0017  0.0041  0.0016
O  -0.0061  -0.0078  0.0008
O  -0.0012  -0.0001  -0.0038
O  0.0031  0.0019  0.0007
O  0.0012  -0.0009  -0.0032
O  0.0028  -0.0031  -0.0042
O  0.0026  -0.0001  -0.0074
O  0.0001  -0.0063  0.0027
O  -0.004  0.005  0
O  0.0005  0.0002  0.0025
O  0.0233  -0.0171  0.0271
O  -0.0152  0.0041  -0.0088
O  0.003  0.002  0.0024
O  -0.0015  -0.0007  -0.0027
O  0.0055  -0.0018  0.0032
O  0.0015  -0.0007  0.0007
O  0.0007  -0.0006  0.0045
O  0.0006  0.0021  -0.0012
O  0.0464  -0.077  0.0804
O  -0.0003  0.0014  -0.0012
O  -0.0016  -0.0006  -0.0016
O  -0.002  0.0042  0.0003
O  0.006  0.0035  0.0033
O  0.0006  0.0045  0.0049
O  0.0046  0.0062  0.006
O  0  0.0042  -0.0007
O  -0.0078  -0.0238  0.0059
O  0.0009  -0.0015  0
O  -0.0022  0.0007  -0.0008
O  0.0012  0.0004  -0.003
O  0.0031  0.0035  0.001
O  -0.0017  0.0026  -0.0032
O  -0.0008  0.002  -0.0016
O  0.0014  -0.0011  -0.0013
O  0.0016  0.0048  -0.0051
O  -0.0056  -0.0018  -0.0223
O  0.0019  0.0006  0
O  0.0009  0.002  -0.0015
O  0.0071  0.034  0.0262
O  -0.0028  -0.0014  0.0011
O  0.0001  0.0036  0.0039
O  0.0004  -0.0023  0.0017
O  0.0013  0.007  0.0057
O  0.002  -0.0008  0.0008
O  0.0124  0.0177  -0.0095
O  -0.0029  0.0012  -0.0004
O  0.0023  0.0026  -0.0008
O  -0.0011  0.0015  -0.0026
O  0.0034  0.0123  0.0146
O  -0.0012  -0.0024  0.0009
O  -0.0021  -0.0023  0.0029
O  0.002  0.0011  -0.002
O  0.0006  -0.0006  -0.0006
O  0.0108  0.0038  -0.0072
O  0.0006  -0.0001  -0.0029
O  -0.0015  0.0008  0.0014
O  0.0008  0.0015  0.0089
O  -0.0008  0.0024  -0.0027
O  -0.0001  -0.0004  -0.0002
O  0.0033  0.0002  0.0001
O  0.003  -0.0052  0.012

The program warned: the cutoff lies below the one the program advises for these potential files; the exchange-correlation potential is rough where the density is thin.
